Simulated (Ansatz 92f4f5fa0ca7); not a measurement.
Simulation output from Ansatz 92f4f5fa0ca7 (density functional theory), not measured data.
Periodic cell of 214 atoms, Si131O81As2, from a study of silicon, its oxide and their interface. The atomic structure is a simulated model.
Doubt: the cutoff is far below the 930 eV that the study's wrapper takes by default for these files, so forces and energies are approximate.
This geometry differs little from another in the collection (a relaxation step or a small displacement).

Settings: functional PBE; potential files Ansatz PAW; basis plane waves; wave-function cutoff 580 eV; density cutoff ratio 5; exchange-correlation grid ratio 1; k mesh 1 x 1 x 1, Gamma-centred; self-consistency stop 5e-08 eV per atom in the density residual; occupations fixed; spin none; net charge 0.

Cell vectors (angstrom)
a, 10.938, 0, 0
b, 0, 10.938, 0
c, 0, 0, 31.5432

Atoms: element, x, y, z (angstrom)
Si, 10.3912, 0.5947, 24.3396
Si, 5.9947, 10.5157, 24.1476
Si, 2.0904, 3.2541, 24.102
Si, 8.6564, 2.2818, 24.2824
Si, 0.4558, 5.0588, 24.1474
Si, 5.0203, 5.9033, 24.2212
Si, 3.356, 7.6507, 24.1577
Si, 7.7906, 8.8458, 24.0133
Si, 1.3037, 1.486, 25.4669
Si, 6.8828, 1.3176, 25.4826
Si, 3.9911, 4.1095, 25.3395
Si, 9.6303, 4.1052, 25.4141
Si, 1.454, 6.8216, 25.3534
Si, 6.8656, 6.9608, 25.2565
Si, 4.1892, 9.5376, 25.3381
Si, 9.4961, 9.6595, 25.4433
Si, 2.7525, 0.0115, 26.6472
Si, 8.1907, 0.0002, 26.9331
Si, -0.0186, 2.7855, 26.9133
Si, 5.4259, 2.745, 26.669
Si, 2.7205, 5.4571, 26.83
Si, 8.202, 5.5324, 26.6342
Si, 0.0149, 8.2213, 26.6495
Si, 5.5174, 8.2147, 26.7934
Si, 4.0977, 1.3667, 28.0747
Si, 9.5643, 1.3873, 28.2277
Si, 1.3657, 4.1347, 28.2227
Si, 6.8229, 4.136, 28.0302
Si, 4.1236, 6.837, 28.1358
Si, 9.5838, 6.8526, 28.0562
Si, 1.3806, 9.5833, 28.0506
Si, 6.82, 9.5581, 28.2211
Si, 0.0225, -0.0141, 29.4962
Si, 5.4425, 0.0196, 29.5057
Si, 2.7463, 2.7218, 29.4986
Si, 8.165, 2.7768, 29.4913
Si, -0.0271, 5.503, 29.5078
Si, 5.481, 5.4628, 29.4833
Si, 2.7327, 8.2126, 29.4702
Si, 8.2261, 8.1825, 29.5
Si, 1.3673, 1.3673, 30.8594
Si, 6.8362, 1.3673, 30.8594
Si, 4.1018, 4.1018, 30.8594
Si, 9.5708, 4.1018, 30.8594
Si, 1.3673, 6.8362, 30.8594
Si, 6.8362, 6.8362, 30.8594
Si, 4.1018, 9.5708, 30.8594
Si, 9.5708, 9.5708, 30.8594
Si, 2.7345, 0, 0.6835
Si, 8.2035, 0, 0.6835
Si, 0, 2.7345, 0.6835
Si, 5.469, 2.7345, 0.6835
Si, 2.7345, 5.469, 0.6835
Si, 8.2035, 5.469, 0.6835
Si, 0, 8.2035, 0.6835
Si, 5.469, 8.2035, 0.6835
Si, 4.1206, 1.3409, 2.0477
Si, 9.547, 1.3827, 2.0393
Si, 1.3374, 4.1286, 2.0495
Si, 6.8585, 4.073, 2.0516
Si, 4.0862, 6.8605, 2.0369
Si, 9.5957, 6.8084, 2.0491
Si, 1.3809, 9.5584, 2.0541
Si, 6.8361, 9.566, 2.061
Si, -0.0303, -0.0083, 3.3457
Si, 5.4718, -0.0224, 3.4763
Si, 2.7114, 2.7214, 3.3276
Si, 8.1984, 2.7023, 3.4878
Si, -0.0128, 5.4678, 3.5052
Si, 5.4792, 5.4842, 3.3257
Si, 2.7454, 8.2056, 3.4767
Si, 8.2322, 8.1787, 3.3769
Si, 1.3157, 1.3712, 4.6677
Si, 6.8551, 1.2962, 4.8888
Si, 4.0862, 4.1182, 4.6121
Si, 9.5504, 4.0675, 4.8928
Si, 1.3693, 6.8658, 4.8793
Si, 6.8593, 6.8018, 4.7078
Si, 4.1239, 9.5507, 4.8918
Si, 9.586, 9.5572, 4.733
Si, 2.6516, 0.0479, 6.0934
Si, 8.2288, -0.148, 6.2422
Si, -0.005, 2.6482, 6.1875
Si, 5.4103, 2.776, 6.0288
Si, 2.7694, 5.4158, 6.1025
Si, 8.1412, 5.4471, 6.2036
Si, 0.0138, 8.2932, 6.2187
Si, 5.5673, 8.1323, 6.1822
Si, 3.5153, 1.9607, 7.14
Si, 10.0275, 0.8144, 7.4246
Si, 1.7953, 3.6529, 7.3257
Si, 6.2696, 4.4995, 7.3735
Si, 4.6583, 6.2493, 7.2448
Si, 9.1945, 7.2154, 7.3592
Si, 0.9157, 10.1617, 7.4737
Si, 7.42, 8.8827, 7.4927
O, 4.5399, 6.4271, 8.888
O, 1.4566, 3.9935, 8.9194
O, 9.7933, 6.6987, 8.8184
O, 1.3555, 10.1247, 9.1015
O, 6.2127, 4.1766, 9.0109
O, 3.8523, 1.7311, 8.7272
O, 7.1613, 8.9456, 9.1519
O, 9.6158, 1.0407, 9.0149
O, 8.1945, 2.5987, 22.7279
O, 10.9358, 5.5212, 22.6193
O, 5.5532, 0.108, 22.6461
O, 5.2757, 5.3832, 22.6717
O, 2.0975, 2.7794, 22.5092
O, 3.2781, 7.8268, 22.5035
O, 8.3614, 8.7633, 22.4458
O, -0.2062, 11.25, 22.7561
Si, 2.1003, 2.9908, 12.9017
Si, 8.76, 1.2635, 10.373
Si, 0.9426, 4.3068, 15.3847
Si, 7.544, 5.6714, 12.2354
Si, 2.3495, 8.1754, 21.2161
Si, 5.3653, 7.8452, 12.4502
Si, 9.2499, 0.3406, 15.4423
Si, 2.8092, -0.067, 16.6796
Si, 10.5841, 1.0086, 12.6555
Si, 7.6946, 2.8519, 21.2107
As, 9.5055, 8.5441, 14.2104
Si, 1.4772, 4.7705, 10.3509
Si, 4.4057, 9.4851, 19.1412
Si, 10.9951, 6.0966, 21.0945
As, 6.5002, 10.2839, 14.5319
Si, 5.325, 0.7428, 21.1721
Si, 2.4988, 9.8116, 10.2285
Si, 0.3915, 10.6369, 21.3964
Si, 5.7725, 5.2914, 21.1391
Si, 3.6341, 7.071, 10.0485
Si, 9.0666, 5.5819, 14.9419
Si, 3.5324, 4.1352, 19.132
Si, 9.9434, 3.6785, 19.2669
Si, 4.1058, 8.6575, 15.3445
Si, 0.3716, 1.8122, 17.1668
Si, 6.7277, 7.5834, 19.3063
Si, 5.1537, 3.6517, 16.8154
Si, 7.691, 5.0934, 17.5422
Si, 6.7106, 9.9378, 10.3641
Si, 4.4972, 1.1136, 10.0517
Si, 0.3653, 8.9277, 12.0571
Si, 9.0518, 8.6529, 20.9598
Si, 4.4216, 1.7412, 14.6769
Si, 2.3843, 2.097, 21.0593
Si, 6.4132, 3.3773, 10.4161
Si, 3.239, 5.8762, 16.7084
Si, 9.9322, 6.5438, 10.4249
O, 0.0213, 2.6273, 18.5374
O, 2.793, 9.6393, 15.5693
O, 10.7683, 4.8268, 20.0953
O, 7.698, 2.4448, 10.1146
O, 10.8988, 5.2575, 10.7682
O, 6.5769, 6.8337, 12.8751
O, 10.4964, 7.9568, 11.0244
O, 8.4402, 6.2824, 11.0225
O, 5.2703, 10.4873, 20.0831
O, 2.153, 3.7318, 11.433
O, 7.8932, 8.6151, 19.8092
O, 6.146, 6.7829, 20.6105
O, 5.447, 2.6855, 15.5433
O, 1.2641, 0.9246, 20.7034
O, 6.0281, 9.1217, 11.6223
O, 4.4441, 4.9495, 16.118
O, 6.4891, 4.0084, 17.677
O, 10.6564, 10.4236, 12.0781
O, 5.3447, 0.6014, 13.9428
O, 7.8301, 5.3041, 15.94
O, 9.8502, 9.7384, 15.5135
O, -0.638, 4.6174, 15.3166
O, 1.4907, 6.842, 20.7995
O, 1.3867, 0.516, 17.2709
O, 6.5478, 1.7608, 20.8084
O, 1.1172, 1.6767, 12.8529
O, 3.0796, 5.5087, 18.3181
O, 9.7537, 1.8307, 11.5296
O, 1.0956, 2.8886, 16.171
O, 8.5716, 5.2495, 13.4271
O, 11.2033, 8.3251, 13.5768
O, 1.4, 9.4008, 21.7161
O, 10.044, 9.939, 20.619
O, 3.3037, 0.2142, 10.7434
O, 5.151, 2.3959, 10.8476
O, 1.5028, 4.1407, 13.8742
O, 7.9959, 10.8244, 10.8734
O, 9.0518, 4.4765, 18.1628
O, 5.4626, 9.498, 15.8194
O, 5.6675, 0.0471, 9.6828
O, 3.5515, 2.497, 13.4999
O, 1.781, 5.5312, 16.0579
O, 9.7153, 1.0267, 14.0288
O, 4.3878, 7.001, 11.4779
O, 4.6075, 4.6044, 20.2511
O, 9.8717, 1.2367, 16.6396
O, 6.6732, 4.4127, 11.6594
O, 5.5079, 8.4045, 18.5967
O, 8.9918, 2.7625, 20.2298
O, 3.4434, 1.1625, 15.8344
O, 4.1416, 3.1052, 17.9958
O, 9.8361, 7.2224, 20.8935
O, 3.4453, 8.6379, 9.5915
O, 3.7249, 7.3788, 16.2944
O, 7.6033, 0.3314, 15.5878
O, 9.5551, 7.1152, 15.2396
O, 3.8862, 1.4873, 21.1327
O, 1.9006, 9.1142, 11.5789
O, 2.2781, 6.1912, 10.2039
O, 7.3242, 6.5158, 18.2345
O, 7.1132, 4.3687, 21.0638
O, 4.4689, 8.2754, 13.7648
O, 3.2556, 8.6613, 19.9624
O, 2.3784, 3.2793, 19.917
O, 3.6734, 10.3425, 17.9659

Results
free energy: -139051.668 eV
free energy less fixed offsets of As -4856.12, O -568.88, Si -635.61 eV per atom: 4.762 eV

Forces (eV/angstrom), in the order of the atoms: element, x, y, z
Si, 0.0019, -0.0004, -0.0012
Si, 0.0007, 0.0015, -0.0008
Si, -0.0003, 0.0002, -0.0009
Si, -0.0016, 0.0011, 0.0002
Si, -0.001, 0.0015, 0.0002
Si, 0.0017, 0.0002, -0.0006
Si, -0.0004, 0.0004, 0.0004
Si, 0.0012, -0.0013, -0.0022
Si, -0.0004, -0.0012, -0.0015
Si, -0.001, 0.0005, -0.0033
Si, 0.0006, 0.0002, -0.001
Si, 0.0009, -0.0007, -0.0024
Si, -0.0001, -0.0003, -0.0019
Si, 0.0001, -0.0007, -0.0005
Si, 0.0007, -0.0005, -0.0014
Si, 0.0009, 0.0006, -0.0019
Si, 0, -0.0005, 0.0037
Si, -0.0006, -0.0012, 0.0011
Si, -0.0005, 0, 0
Si, 0.001, -0.0006, 0.0035
Si, 0.0015, 0.0006, 0.0009
Si, -0.0007, -0.0001, 0.004
Si, -0.0002, -0.0017, 0.0032
Si, -0.0015, -0.0019, 0.0007
Si, 0.0001, -0.0008, -0.0013
Si, 0.0014, -0.0006, 0.0032
Si, 0.0003, 0.0002, 0.0049
Si, -0.0004, 0.0012, -0.0044
Si, 0.0031, -0.0024, -0.0025
Si, 0.0007, -0.0001, -0.0017
Si, 0.001, 0.0003, -0.0034
Si, 0, -0.0012, 0.0043
Si, -0.0004, 0.0008, 0.0019
Si, 0.0001, 0.0008, -0.0018
Si, 0.0004, 0, -0.0002
Si, 0.0006, -0.0007, 0.002
Si, 0.0003, 0.0004, -0.0018
Si, 0, 0.0007, 0.0016
Si, -0.0017, 0.0015, 0.0031
Si, -0.0001, 0.0003, -0.0003
Si, 0.14, -0.0795, 0.0992
Si, -0.1655, 0.1533, -0.0493
Si, 0.1266, -0.0829, 0.0015
Si, -0.1869, 0.1561, -0.0272
Si, -0.0155, 0.2177, -0.0839
Si, 0.0872, -0.1496, 0.0396
Si, -0.1648, 0.0608, -0.0435
Si, 0.1311, -0.0843, 0.0494
Si, 0.069, -0.1518, 0.0359
Si, -0.1354, 0.0543, -0.0497
Si, -0.1492, 0.1164, -0.0617
Si, 0.1001, -0.1301, 0.0629
Si, -0.1294, 0.1092, -0.0454
Si, 0.1187, -0.1966, 0.0802
Si, 0.193, -0.1028, 0.0823
Si, -0.0298, 0.1508, -0.0873
Si, 0.0008, -0.0004, -0.0011
Si, 0.0004, -0.001, 0.0006
Si, 0.0008, -0.0018, -0.0027
Si, -0.0001, 0.0006, 0.0009
Si, 0.001, -0.0013, 0.001
Si, -0.0003, 0, -0.0004
Si, 0.0012, -0.0009, 0.0006
Si, -0.0011, 0.0009, -0.0028
Si, -0.0034, 0.0013, -0.0027
Si, 0.0004, -0.0006, 0.0025
Si, -0.0003, 0.0016, -0.0012
Si, 0.0009, -0.0022, 0.0018
Si, -0.0012, -0.0001, 0.0042
Si, -0.0019, 0.0013, -0.0043
Si, 0.0006, -0.0003, 0.0014
Si, 0.0019, -0.0015, 0.0006
Si, -0.0005, -0.0008, -0.0015
Si, 0.001, 0.0006, -0.0036
Si, -0.0007, -0.0004, -0.0011
Si, 0.0004, 0.0008, -0.0037
Si, -0.0002, -0.0002, -0.0028
Si, 0.0002, 0, -0.0001
Si, -0.0011, -0.0001, -0.0031
Si, 0, -0.0008, 0
Si, 0.0008, 0.0008, 0.0011
Si, -0.0001, 0.0006, 0.0012
Si, -0.0009, -0.0007, 0.0017
Si, -0.0009, -0.001, 0.0053
Si, -0.0013, 0.0007, 0.0029
Si, 0.0017, 0.0009, 0.0023
Si, 0.0003, -0.0008, 0.0024
Si, 0.0004, -0.0008, -0.0004
Si, 0.0002, -0.0014, -0.0018
Si, 0.0006, 0.0006, 0.0014
Si, -0.0012, 0.0013, 0.0007
Si, -0.0001, -0.0025, 0.0021
Si, -0.0005, 0, 0.0018
Si, 0.0011, -0.0039, 0.0034
Si, 0.0004, -0.0016, 0.0027
Si, 0.0002, 0.0004, 0.0028
O, 0.0019, 0.0003, -0.0038
O, -0.0002, -0.002, -0.0025
O, -0.0016, 0.0011, -0.003
O, -0.0007, -0.0002, -0.0024
O, -0.0003, 0.0018, -0.0046
O, -0.0003, -0.0021, -0.002
O, -0.0007, -0.0003, -0.0015
O, 0.0021, -0.0017, -0.0025
O, 0.0009, -0.001, 0.0023
O, 0.0001, -0.0009, 0.0003
O, 0.001, -0.0021, 0.0017
O, -0.0003, -0.0002, 0.0017
O, -0.0001, 0.0006, 0.0014
O, 0.0003, -0.0003, 0.0001
O, -0.0012, 0.0002, 0.002
O, -0.0007, 0.0005, 0.0015
Si, -0.0017, 0.0025, -0.001
Si, 0.001, -0.0035, -0.0016
Si, 0.0145, -0.0078, -0.0069
Si, 0.0028, -0.003, 0.0004
Si, 0.0007, 0.0001, 0.0002
Si, -0.0021, -0.0031, -0.003
Si, 0.003, -0.0035, -0.003
Si, -0.0008, 0.0013, -0.002
Si, 0.0007, -0.0017, 0.0015
Si, 0.0007, 0.0006, -0.0006
As, -0.007, 0.0034, 0.001
Si, 0.0009, -0.0013, 0.0017
Si, 0.0014, -0.002, 0.0006
Si, -0.0001, -0.001, 0.0005
As, -0.0078, 0.0041, 0.0046
Si, 0.0011, 0.0007, 0.0004
Si, 0.0004, -0.0002, -0.0034
Si, 0.0005, -0.0013, 0.0004
Si, 0.0004, 0.0002, -0.0004
Si, -0.0003, 0.0013, -0.0003
Si, -0.0327, -0.009, -0.0152
Si, -0.0003, 0.0005, -0.0007
Si, -0.0008, 0.0005, 0.0001
Si, -0.0039, -0.003, 0.001
Si, 0.0053, 0.0009, -0.0005
Si, 0.0021, -0.0017, -0.0011
Si, 0.0044, 0.0004, 0.0051
Si, -0.0001, -0.0018, -0.0025
Si, -0.0001, -0.0004, 0
Si, -0.0022, -0.0019, 0.0004
Si, -0.0029, -0.002, -0.0061
Si, 0.0001, -0.0007, -0.0011
Si, -0.0007, 0.0052, 0.0022
Si, 0.0011, -0.0001, -0.0005
Si, -0.0002, -0.0008, 0.0013
Si, 0.0014, -0.0017, 0.0013
Si, -0.0009, -0.0007, -0.0043
O, -0.0016, 0.0012, 0.003
O, 0.002, -0.0015, 0.0003
O, 0.0014, 0, 0.0005
O, -0.0058, 0.0015, -0.0039
O, 0.0006, -0.0014, 0.002
O, 0, -0.0009, 0.0025
O, 0.0009, 0.0016, 0.0049
O, -0.0018, 0.0005, 0.0011
O, 0.0015, 0.0005, -0.0006
O, 0, -0.0007, 0
O, 0.0007, -0.001, -0.0002
O, 0.0003, 0, -0.0009
O, 0.0014, -0.006, -0.004
O, 0.0006, -0.0001, -0.0003
O, 0.0029, 0.0014, 0.0017
O, -0.0024, 0.0015, -0.0018
O, 0.0016, 0.001, -0.0006
O, -0.0014, 0.0032, 0.0049
O, 0.0074, -0.0069, 0
O, -0.0159, -0.0048, 0.0116
O, -0.0024, -0.0033, -0.0022
O, 0.0075, -0.0318, 0.0101
O, 0.0004, -0.0001, -0.0006
O, 0, -0.0003, 0.0001
O, 0.0003, -0.0002, -0.0012
O, -0.0028, -0.0007, 0.0004
O, 0.0004, 0, -0.0004
O, 0.0011, 0.0014, 0.0064
O, 0.0027, -0.0081, 0.0011
O, -0.0103, -0.0031, -0.0158
O, 0.0047, 0.0003, -0.0018
O, 0.0003, 0, -0.0007
O, 0.001, 0.0003, -0.0005
O, 0.0002, 0.0006, 0.0019
O, 0.0008, 0.0021, 0.0022
O, 0.0023, -0.0039, -0.0032
O, -0.0001, -0.0023, 0.001
O, 0.0002, -0.0012, 0.0019
O, 0.006, 0.0064, -0.0009
O, -0.0005, -0.0011, 0.0025
O, -0.0009, 0.0003, -0.0012
O, 0.005, 0.0135, 0.006
O, 0.0037, 0.0013, -0.0043
O, 0.0006, -0.001, 0.0043
O, 0.0017, 0, 0.0005
O, -0.0058, -0.0008, -0.0012
O, 0.001, 0.0004, 0.0029
O, -0.0004, 0.0005, -0.0002
O, -0.0004, -0.0008, 0.0004
O, -0.0009, -0.0007, 0.0026
O, 0.0001, -0.0008, 0.0007
O, 0.0006, -0.0001, -0.0006
O, 0.0007, 0.0001, -0.0002
O, -0.0003, 0.0043, -0.0005
O, -0.004, 0.0022, 0.0003
O, 0.0221, 0.0514, 0.0125
O, -0.0033, 0.0007, -0.0008
O, 0.0008, -0.0019, 0.0028
O, -0.0038, 0, -0.0001
O, -0.001, 0.0003, 0.0026
O, 0.0003, 0.0004, -0.0002
O, 0.0006, 0.0003, -0.0023
O, -0.0007, -0.0011, 0.0008
O, -0.001, -0.0015, 0.0009
O, -0.0002, -0.0001, -0.0008

The program warned: the cutoff lies below the one the program advises for these potential files; the forces do not sum to zero within the program's tolerance; the exchange-correlation potential is rough where the density is thin.
